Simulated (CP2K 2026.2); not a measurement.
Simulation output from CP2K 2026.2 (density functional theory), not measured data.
Periodic cell of 516 atoms, Si360O156, from a study of silicon, its oxide and their interface. The atomic structure is a simulated model.
Doubt: the forces sum to 3.08 eV/angstrom along one axis rather than to zero, so they err by at least 0.0060 eV/angstrom per atom on average; the grid cutoff is modest.

Settings
functional: PBE
method: Gaussian and plane waves
basis set: DZVP-MOLOPT-SR-GTH
pseudopotentials: GTH-PBE
grid cutoff: 300 Ry, relative cutoff 40 Ry
k points: Gamma only
occupations: fixed
spin: none
net charge: 0

Cell vectors (angstrom)
a 16.32 0 0
b 0 16.32 0
c -3.9586 0.6961 34.1419

Atoms and the computed forces on them: element, x, y, z (angstrom), force x, y, z (eV/angstrom)
Si -0.159 2.558 -2.636 0.074 0.021 0.018
Si 4.376 4.974 -0.653 0.049 -0.06 0.13
Si -0.062 6.791 -3.067 -0.067 -0.111 -0.077
Si 1.888 6.857 -0.743 -0.005 0.016 0.071
Si -4.526 -5.754 -0.523 -0.012 0.116 0.568
Si 1.866 1.753 -0.597 0.218 0.332 0.478
Si 1.561 2.892 24.311 -0.016 -0.163 -0.14
Si -9.869 1.082 -0.58 0.361 0.352 0.499
Si 5.384 3.118 -2.79 0.062 -0.103 0.077
Si -6.885 6.352 -3.586 0.032 0.001 -0.042
Si -8.703 -2.847 -2.605 0.28 0.579 -0.121
Si -8.98 -3.914 0.128 0.222 0.332 0.409
Si -8.29 -0.551 -2.799 -0.036 -0.709 0.065
Si -4.274 4.93 -4.547 -0.102 0.078 0.012
Si -7.104 3.353 -0.389 -0.485 -0.355 0.283
Si -4.047 7.588 -0.626 0.027 0.086 -0.011
Si -7.953 -7.973 -1.655 -0.01 0.057 0.114
Si -1.678 -1.883 -0.568 -0.199 -0.108 0.027
Si -0.149 0.063 1.256 0.156 -0.097 0.785
Si 2.968 2.854 1.162 -0.409 -0.407 0.133
Si 0.055 5.403 1.351 0.042 -0.021 0.664
Si 3.112 8.583 1.362 -0.221 -0.287 0.809
Si -0.1 -5.6 1.509 0.134 0.289 0.658
Si 3.246 -2.202 1.477 0.087 0.207 0.637
Si 4.979 -0.479 1.572 -0.128 -0.15 0.556
Si -8.585 2.35 1.091 -0.018 0.007 -0.112
Si 6.009 6.091 1.504 0.225 0.057 0.642
Si -8.577 7.794 1.466 -0.214 -0.215 0.493
Si 5.279 10.789 1.636 0.099 0.087 0.76
Si -8.025 -2.639 1.77 -0.352 -0.379 0.216
Si -5.865 -0.477 1.495 0.107 0.257 0.773
Si -3.085 2.348 1.136 -0.108 -0.035 -0.227
Si -5.657 5.524 1.221 0.165 -0.101 0.712
Si -2.24 8.431 1.584 -0.351 -0.127 0.756
Si -4.826 -4.993 1.645 -0.024 0.062 -0.007
Si -3.209 -3.226 1.646 -0.128 -0.166 0.514
Si -1.48 1.392 2.626 0.034 -0.035 -0.025
Si 1.503 4.078 2.613 -0.044 0.007 -0.049
Si -1.267 6.718 2.787 0.013 -0.01 0.023
Si 1.467 9.546 2.762 0.019 -0.022 -0.027
Si -1.356 -4.09 2.806 -0.01 -0.014 -0.053
Si 1.335 -1.296 2.58 0.001 -0.013 -0.062
Si 4.031 1.361 2.688 0.043 -0.02 0.005
Si 6.801 4.077 2.518 -0.043 -0.003 0.011
Si 4.18 6.935 2.725 0.009 -0.021 -0.052
Si 6.826 9.503 2.813 0.021 -0.026 -0.019
Si 4.057 12.35 2.845 -0.035 0.009 -0.004
Si -9.614 -1.396 2.91 -0.054 0.062 -0.008
Si -7.027 1.268 2.592 0.085 0.004 -0.038
Si -4.216 4.019 2.436 -0.039 0.015 0.004
Si -6.85 6.826 2.743 -0.031 0.016 -0.024
Si -3.915 -6.773 2.849 0.041 -0.071 -0.055
Si -6.667 -4.138 2.895 0.038 -0.012 0.005
Si -4.183 -1.457 2.828 0.014 0.048 -0.019
Si -2.754 -0.014 4.032 0.024 -0.026 0.02
Si -0.021 2.764 3.939 0.029 0.001 -0.004
Si -2.808 5.358 3.934 -0.017 -0.05 -0.033
Si 0.116 8.112 4.104 -0.006 0.04 0.044
Si -2.6 -5.466 4.263 -0.021 0.005 -0.008
Si 0.028 -2.661 4.032 0.024 -0.007 0.018
Si 2.619 0.056 4.058 -0.005 0.004 -0.039
Si 5.439 2.766 3.977 0.019 -0.01 0.001
Si 2.803 5.477 4.006 -0.032 0.009 0.027
Si 5.449 8.22 4.21 -0.013 -0.018 0.023
Si 2.707 10.953 4.161 -0.013 -0.023 0.028
Si 5.423 -2.756 4.274 0.057 -0.012 0.012
Si -8.238 0.015 4.156 0.018 -0.015 0.044
Si -5.556 2.687 3.892 -0.053 0.033 -0.005
Si -8.157 5.358 4.04 -0.048 -0.015 -0.027
Si -5.419 8.176 4.051 0.004 0.005 -0.003
Si -8.095 -5.501 4.147 -0.055 0.062 -0.006
Si -5.433 -2.751 4.305 0.027 -0.052 0.019
Si -1.357 -1.332 5.406 -0.019 -0.036 0.011
Si 1.279 1.407 5.403 -0.033 0.003 0.009
Si -1.391 4.085 5.338 0.021 0.026 -0.008
Si 1.441 6.766 5.447 0.022 0.011 0.005
Si -1.25 9.449 5.515 0.022 0.001 -0.002
Si 1.323 12.293 5.473 -0.01 0.002 -0.005
Si 4.011 -1.306 5.46 -0.013 0.007 -0.01
Si 6.748 1.425 5.442 -0.014 -0.01 -0.013
Si 4.1 4.091 5.389 0.012 0.014 0.017
Si 6.809 6.745 5.436 -0.013 0 -0.025
Si 4.077 9.583 5.519 0.005 0.018 -0.009
Si -9.474 12.194 5.52 0.019 -0.01 0.01
Si -6.847 -1.34 5.521 -0.027 0 -0.016
Si -4.147 1.373 5.326 -0.033 0.009 -0.019
Si -6.801 4.03 5.398 0.042 -0.005 0.015
Si -4.086 6.751 5.364 0.007 0.002 0.033
Si -6.752 -6.846 5.495 0.014 -0.005 -0.002
Si -4.017 -4.111 5.571 0.001 -0.014 0.009
Si -0.029 0.029 6.789 -0.003 -0.03 -0.001
Si 2.696 2.746 6.742 0.01 0.011 -0.004
Si -0.012 5.425 6.739 -0.014 0.014 -0.005
Si 2.739 8.163 6.83 0.019 -0.008 0.002
Si 0.031 10.885 6.849 0.01 0.009 0.024
Si 2.693 -2.687 6.832 0.006 -0.017 0.005
Si 5.396 0.045 6.798 0.028 -0.007 -0.002
Si 8.153 2.726 6.8 -0.031 0.008 0.017
Si 5.44 5.421 6.802 -0.004 0.005 0.016
Si -8.144 8.104 6.805 -0.022 0.008 -0.001
Si -10.86 10.88 6.879 0.007 0.011 0.009
Si 8.151 -2.722 6.868 -0.012 -0.002 0.02
Si -5.445 0.038 6.792 0.023 -0.02 -0.006
Si -2.746 2.712 6.709 -0.027 -0.017 -0.009
Si -5.439 5.407 6.753 -0.01 0.014 0.001
Si -2.706 8.094 6.773 -0.017 0.011 -0.012
Si -5.419 -5.471 6.863 -0.004 0.002 0.028
Si -2.67 -2.691 6.837 0.009 -0.019 0.007
Si -1.354 1.359 13.619 0.005 -0.015 -0.004
Si 1.348 4.082 13.595 -0.002 0.012 0.002
Si -1.368 6.806 13.59 -0.021 0.025 -0.002
Si 1.364 9.519 13.605 0.01 -0.012 0.001
Si -1.345 -4.068 13.603 0.007 -0.012 0.009
Si 1.345 -1.342 13.619 -0.012 0.007 -0.001
Si 4.063 1.359 13.581 0.012 0.002 0
Si 6.766 4.066 13.594 -0.021 0.028 -0.005
Si 4.085 6.782 13.607 0.018 -0.019 -0.01
Si -9.514 9.514 13.608 0.006 0.008 0.008
Si 4.071 -4.065 13.611 -0.017 0.019 -0.002
Si 6.805 -1.364 13.586 0.009 -0.016 -0.005
Si -6.815 1.36 13.595 -0.024 0.008 0.004
Si -4.073 4.063 13.609 0.021 -0.015 0.004
Si -6.794 6.78 13.589 0.016 -0.001 0.007
Si -4.071 9.535 13.58 -0.015 0.01 -0.011
Si -6.784 -4.091 13.596 0.017 -0.021 -0.006
Si -4.09 -1.366 13.602 -0.002 0.001 0.007
Si -2.724 -0.01 14.96 0.023 0.009 -0.004
Si 0.005 2.731 14.978 -0.01 -0.017 0
Si -2.709 5.435 14.954 -0.005 0.016 -0.005
Si -0.012 8.164 14.954 -0.002 0.004 0.001
Si -2.71 -5.427 14.948 -0.011 -0.018 -0.002
Si -0.005 -2.704 14.988 0.013 0.013 0.005
Si 2.707 0.031 14.965 -0.007 -0.022 -0.013
Si 5.407 2.699 14.96 -0.007 -0.006 -0.004
Si 2.722 5.413 14.961 -0.001 0.024 -0.004
Si 5.447 8.143 14.965 -0.002 0.009 -0.007
Si 2.708 10.893 14.969 0.01 0.001 0.004
Si 5.434 -2.696 14.956 0.018 -0.001 0
Si -8.163 -0.009 14.955 0.006 0.004 0.001
Si -5.448 2.704 14.96 0.007 0.008 0.003
Si -8.182 5.427 14.932 -0.004 -0.015 -0.001
Si -5.425 8.157 14.918 0.006 0.004 -0.005
Si -8.14 -5.451 14.956 0.002 0 0.003
Si -5.436 -2.732 14.974 -0.023 -0.015 0.003
Si -1.372 -1.343 16.354 -0.041 -0.028 -0.012
Si 1.382 1.402 16.357 0.021 0.031 0.012
Si -1.358 4.088 16.335 0.004 0.031 0.014
Si 1.347 6.78 16.285 0.013 -0.015 -0.005
Si -1.362 -6.781 16.318 0.01 0.009 0.005
Si 1.357 -4.063 16.352 0.002 0.007 -0.007
Si 4.072 -1.32 16.313 0.007 0.007 -0.002
Si -9.554 1.33 16.305 -0.009 -0.015 -0.019
Si 4.037 4.023 16.35 -0.018 -0.033 0.008
Si -9.509 6.778 16.329 0.009 -0.001 -0.005
Si 4.08 9.519 16.299 -0.002 0.002 -0.014
Si -9.502 -4.061 16.28 0.005 0.014 0.001
Si -6.793 -1.353 16.323 -0.002 0.004 -0.004
Si -4.082 1.341 16.319 -0.024 -0.011 -0.003
Si -6.84 4.062 16.289 -0.001 0.004 -0.012
Si -4.072 6.811 16.283 0.006 0.01 -0.014
Si -6.783 9.475 16.3 -0.003 -0.012 -0.015
Si -4.044 -4.073 16.335 0.014 0.017 0.014
Si -0.017 0.067 17.664 -0.008 -0.025 0.015
Si 2.706 2.709 17.841 0.005 0.018 -0.012
Si 0.075 5.389 17.696 0.019 0.018 -0.015
Si 2.666 8.176 17.616 -0.014 0.026 0.003
Si -0.063 -5.379 17.709 0.005 0.003 -0.008
Si 2.758 -2.696 17.675 0.018 0.007 -0.03
Si 5.371 0.054 17.72 -0.02 0.004 -0.022
Si -8.153 2.637 17.638 0.018 0.035 0.016
Si 5.443 5.369 17.633 -0.012 0.02 -0.001
Si -8.124 8.12 17.704 -0.008 -0.016 0
Si 5.494 10.864 17.614 0.013 0.004 -0.036
Si -8.209 -2.661 17.661 0.005 0.014 0.005
Si -5.381 -0.057 17.707 0.027 -0.009 -0.011
Si -2.79 2.77 17.659 0.026 -0.012 -0.01
Si -5.524 5.508 17.587 -0.036 0.003 -0.038
Si -2.663 -8.213 17.655 0.004 -0.017 -0.006
Si -5.395 -5.499 17.621 0.012 -0.034 0.003
Si -2.721 -2.693 17.754 -0.018 -0.015 -0.002
Si -1.384 1.466 19.003 -0.003 0.013 0.044
Si 1.345 4.086 19.233 -0.035 0 0.038
Si -1.278 6.733 19.013 0.002 0.051 -0.019
Si 1.301 -6.772 18.987 0.012 -0.044 -0.021
Si -1.38 -4.014 19.164 0.024 -0.02 -0.005
Si 1.377 -1.292 18.976 -0.01 0.001 0.018
Si 4.093 1.378 19.244 0.017 -0.008 0.042
Si -9.524 3.965 18.982 -0.058 -0.042 0.037
Si 4.022 6.752 18.879 -0.007 -0.05 0.005
Si -9.476 9.522 19 -0.033 0.014 -0.025
Si 4.189 -4.081 18.966 -0.001 0.041 0.013
Si 6.704 -1.303 19.059 0.036 -0.05 0.026
Si -6.779 1.277 19.003 -0.028 0.001 0.033
Si -4.242 4.155 18.922 0.031 -0.017 0.015
Si -6.817 6.736 19.125 0.008 0.009 0.006
Si -4.04 -6.891 18.993 -0.021 0.003 0.037
Si -6.772 -4.07 18.855 0.021 -0.001 0.024
Si -4.04 -1.354 19.191 -0.02 0.023 -0.004
Si -2.644 0.136 20.463 0.024 -0.028 0.069
Si -0.162 2.776 20.575 -0.007 0.036 0.002
Si -2.763 5.384 20.236 0.047 0.043 0.002
Si 0.04 8.135 20.405 0.001 -0.019 0.049
Si -2.768 -5.482 20.411 0.013 -0.013 0.062
Si 0.049 -2.562 20.432 -0.015 -0.043 0.068
Si 2.655 -0.017 20.514 -0.029 0 0.059
Si 5.538 2.742 20.588 -0.004 -0.01 0.024
Si 2.834 5.467 20.477 -0.043 0.024 0.049
Si 5.429 8.069 20.164 0.008 0.024 0.055
Si 2.734 -5.389 20.223 -0.033 -0.013 0.046
Si 5.437 -2.729 20.475 -0.036 0.028 0.03
Si -8.181 -0.01 20.402 0.036 -0.012 0.032
Si -5.551 2.777 20.326 -0.092 0.002 0.017
Si -8.187 5.248 20.4 0.031 0.014 0.082
Si -5.404 -8.214 20.446 0.013 -0.021 0.033
Si -8.091 -5.374 20.269 -0.013 0.004 0.044
Si -5.486 -2.826 20.383 0.048 -0.027 0.039
Si -0.749 -0.686 21.687 0.038 0.084 -0.084
Si 0.942 1.072 21.789 -0.162 -0.163 -0.509
Si -2.097 3.681 21.749 0.069 -0.065 -0.035
Si 1.712 7.105 21.74 -0.204 -0.208 -0.711
Si -1.578 -7.068 21.685 0.119 0.209 -0.722
Si 1.832 -3.637 21.517 0.212 0.253 -0.61
Si 5.404 -7.917 -6.193 0.108 0.037 -0.019
Si -9.057 1.662 21.858 0.016 -0.004 0.019
Si 4.655 4.627 21.772 0.076 0.007 0.056
Si -9.986 6.315 21.419 -0.198 -0.318 -0.583
Si 3.914 -7.018 21.409 0.032 0.072 -0.705
Si 7.336 -3.657 21.602 0.088 0.331 -0.531
Si -7.279 -1.871 21.546 -0.053 -0.014 -0.004
Si -3.75 1.953 21.543 0.294 0.024 -0.516
Si -7.334 3.473 21.8 -0.149 -0.185 -0.553
Si -3.73 6.946 21.68 -0.341 -0.088 -0.653
Si -6.363 -6.353 21.497 0.018 0.015 0.085
Si -4.638 -4.673 21.607 -0.16 -0.069 -0.627
Si -3.252 -3.725 24.156 -0.161 -0.099 -0.053
Si -8.046 3.647 -3.468 0.132 0.038 0.069
Si 3.577 3.499 -5.249 0.068 0.006 0.02
Si -6.808 -6.81 23.715 0.028 0.171 -0.719
Si -1.051 -5.948 24.567 -0.006 0.024 -0.131
Si -9.945 -6.984 -3.622 0.151 0.059 -0.076
Si 3.536 -1.897 21.691 -0.073 -0.151 -0.691
Si -7.053 4.665 24.739 -0.061 -0.061 -0.15
Si 2.947 -2.955 -1.65 -0.007 0.116 0.076
Si 3.167 -0.032 -2.788 -0.077 -0.042 0.016
Si 0.098 -6.906 -6.559 0.017 -0.082 0.135
Si -4.316 5.246 26.109 -0.009 -0.016 0.008
Si 3.024 -2.889 26.51 0.068 -0.059 0.044
Si -8.589 -6.105 -6.119 -0.097 0.003 0.127
Si -5.31 8.165 25.764 -0.118 -0.061 0.062
Si 4.743 -1.474 24.566 -0.076 -0.006 -0.096
Si 0.283 5.614 24.135 0.027 0.051 -0.061
Si 0.561 4.499 -4.978 -0.007 0.05 -0.023
Si 0.634 0.323 -4.41 -0.057 0.002 -0.069
Si -9.82 -4.102 24.587 0.05 -0.129 -0.138
Si -4.617 1.349 -0.5 0.565 0.1 0.429
Si -4.379 0.652 24.166 -0.094 0.045 -0.045
Si 1.765 -4.844 24.403 -0.028 -0.005 -0.07
Si -9.368 0.621 24.058 0.043 0.3 -0.728
Si -1.226 -0.718 26.524 0.035 0.095 -0.012
Si 2.646 8.107 -7.023 0.002 -0.036 0.012
Si -7.049 -4.085 25.361 -0.031 0.028 0.034
Si 5.081 7.165 25.511 -0.045 -0.079 -0.095
Si -2.626 5.091 23.652 -0.041 -0.504 -0.475
Si 4.418 5.786 -7.008 -0.082 0.033 0.037
Si 4.439 1.221 -6.998 0.016 -0.034 0.018
Si -3.699 7.295 -6.249 0.097 0.051 0.064
Si 4.366 4.448 24.16 0.107 0.197 -0.71
Si -1.038 -1.839 -5.45 0 0.065 0.079
Si 0.263 -4.123 -1.201 -0.14 -0.08 0.078
Si -9.522 3.125 25.804 -0.027 0.018 0.019
Si -10.732 -0.122 -4.552 0.027 -0.033 -0.069
Si -1.914 -7.377 -4.283 -0.062 -0.064 -0.022
Si -0.549 -4.242 -7.303 -0.14 0.022 -0.124
Si -5.179 0.117 -3.221 0.054 0.079 0.154
Si 5.086 -4.29 -3.368 0.079 0.077 -0.115
Si 0.006 0.04 -7.146 0.082 0.129 0.029
Si -8.644 7.183 24.171 -0.015 -0.027 -0.106
Si 4.437 -6.338 24.164 0.128 0.111 -0.016
Si -1.825 -1.194 23.643 0.437 0.165 -0.518
Si -5.739 2.32 -5.203 -0.091 -0.017 0.053
Si -2.398 -5.032 -2.392 0.021 0.028 0.083
Si -1.937 3.606 -0.364 -0.294 -0.38 0.486
Si -6.999 -5.096 -1.751 -0.102 0.081 -0.052
Si -6.683 7.93 -6.199 0.041 -0.102 0.03
Si -3.078 -2.119 -3.183 0.02 0.01 0.186
Si 4.534 -2.833 -5.779 0.003 -0.036 0.038
Si -6.896 -1.313 23.758 -0.003 -0.146 -0.68
Si -2.658 5.66 -2.211 -0.094 0.09 0.017
Si -1.405 1.374 8.129 0.005 0 0.004
Si 1.34 4.082 8.125 -0.013 -0.009 -0.004
Si -1.347 6.768 8.148 0.003 0.003 -0.003
Si 1.387 9.522 8.196 -0.001 0.019 -0.004
Si -1.341 -4.076 8.192 -0.007 -0.005 0.002
Si 1.329 -1.331 8.171 0 0.013 0.002
Si 4.039 1.392 8.148 -0.015 -0.002 -0.008
Si 6.801 4.079 8.168 0.006 -0.003 0.008
Si 4.095 6.793 8.17 0.006 0.011 0.001
Si -9.5 9.48 8.181 -0.005 -0.006 -0.004
Si 4.076 -4.054 8.186 0.025 0.009 -0.005
Si 6.76 -1.338 8.165 -0.002 -0.009 0
Si -6.809 1.368 8.165 0.001 0.007 -0.011
Si -4.073 4.065 8.12 0 0.014 -0.004
Si -6.782 6.759 8.155 0.005 -0.023 0.002
Si -4.05 -6.853 8.168 -0.006 -0.004 0
Si -6.789 -4.09 8.197 0 0.001 0.004
Si -4.075 -1.332 8.15 0.002 0.008 -0.003
Si -2.729 0.015 9.523 -0.011 -0.003 -0.001
Si -0.02 2.721 9.489 0 0.01 -0.002
Si -2.716 5.415 9.503 0.009 -0.008 0.004
Si -0.001 8.153 9.516 -0.008 0.022 -0.004
Si -2.712 -5.453 9.52 0.003 0.009 -0.005
Si 0.003 -2.708 9.546 -0.003 -0.015 -0.002
Si 2.701 0.02 9.52 0.004 0.002 0.003
Si 5.422 2.724 9.512 0.003 0.009 -0.005
Si 2.702 5.439 9.5 -0.004 0.007 -0.007
Si -10.871 8.143 9.543 0.018 -0.004 0.005
Si 2.737 -5.432 9.55 0.007 -0.021 -0.005
Si 5.427 -2.701 9.545 -0.023 0.009 0.012
Si -8.171 0.002 9.516 0.007 -0.005 0.004
Si -5.436 2.724 9.511 -0.001 -0.006 0.001
Si -8.154 5.429 9.528 0.002 0.01 -0.001
Si -5.431 8.126 9.52 0.003 -0.002 -0.009
Si -8.157 -5.458 9.536 -0.002 -0.008 -0.003
Si -5.424 -2.707 9.517 0.006 -0.003 0.008
Si -1.37 -1.347 10.887 0.001 0 0.003
Si 1.335 1.371 10.87 -0.004 -0.016 0
Si -1.362 4.071 10.876 -0.009 0.003 0.007
Si 1.36 6.799 10.878 0.003 0.003 -0.002
Si -1.351 9.517 10.881 -0.006 -0.004 0.004
Si 1.366 -4.07 10.898 0.011 0.015 -0.003
Si 4.06 -1.342 10.889 0.009 -0.012 0.001
Si 6.787 1.363 10.871 -0.012 -0.007 -0.002
Si 4.059 4.082 10.866 0.003 0.008 -0.004
Si -9.51 6.786 10.892 -0.001 0.002 0.002
Si -12.227 9.516 10.9 0.008 0.005 0.002
Si 6.796 -4.085 10.884 0 -0.005 -0.004
Si -6.804 -1.361 10.874 0.001 -0.004 -0.002
Si -4.087 1.364 10.886 0.014 -0.001 0.005
Si -6.797 4.069 10.883 -0.005 0.014 0.003
Si -4.072 6.775 10.875 -0.004 0.009 0.007
Si -6.788 9.501 10.88 0.004 0.004 -0.001
Si -4.069 -4.077 10.87 -0.007 -0.014 -0.006
Si -0.008 0.009 12.244 0.002 -0.008 0.002
Si 2.701 2.724 12.228 0 0 -0.006
Si -0.006 5.442 12.234 0.002 0.005 -0.005
Si 2.723 8.151 12.25 -0.003 0.007 -0.004
Si 0.006 10.881 12.245 0.003 0.003 -0.005
Si 2.71 -2.702 12.259 0.002 -0.002 0.007
Si 5.437 0.004 12.237 -0.006 -0.005 0.004
Si 8.145 2.718 12.237 0.009 -0.005 -0.002
Si 5.426 5.429 12.228 0.007 0.008 -0.001
Si -8.153 8.152 12.245 -0.003 -0.002 0.003
Si -10.88 10.884 12.26 0 -0.008 0.007
Si 8.167 -2.731 12.237 -0.001 -0.006 0.005
Si -5.45 -0.001 12.241 -0.006 -0.001 0.002
Si -2.714 2.711 12.247 0.001 0.007 0.003
Si -5.43 5.419 12.241 -0.002 0.002 -0.004
Si -2.722 8.157 12.227 0.003 0.006 -0.007
Si -5.432 -5.438 12.221 0.001 0.01 -0.002
Si -2.719 -2.719 12.244 -0.004 -0.008 -0.001
O -1.01 -6.731 -5.427 0.074 0.439 0.308
O -0.292 -2.692 -0.69 0.384 0.228 0.389
O 0.72 0.856 0.129 -0.058 -0.089 -0.358
O -1.267 5.971 23.863 -0.003 0.454 0.085
O 1.175 2.726 -1.715 0.351 0.365 -0.039
O -0.713 4.326 0.403 0.349 -0.025 -0.146
O -9.571 3.168 -3.645 -0.054 -0.068 -0.355
O 0.513 -5.042 0.104 0.587 -0.308 -0.145
O -1.148 -6.78 1.131 0.319 -0.018 -0.174
O -2.156 -4.787 24.636 0.128 0.144 0.476
O 2.998 -2.652 -0.071 -0.038 0.139 -0.342
O -10.886 -0.014 0.056 -0.252 -0.119 -0.242
O -10.826 5.967 -0.056 0.295 0.376 -0.516
O -7.117 7.044 -2.143 0.347 -0.307 0.325
O -7.637 3.498 -1.909 -0.372 0.03 0.027
O -9.3 -2.907 -1.095 -0.431 0.262 0.107
O -5.17 0.911 -4.637 0.179 -0.401 -0.587
O -4.306 1.436 25.593 -0.428 0.464 0.148
O -6.984 -1.578 1.036 -0.267 -0.24 -0.421
O -5.188 -0.052 0.077 0.155 -0.559 -0.218
O -6.742 4.8 0.239 -0.318 0.378 0.027
O -8.155 -8.069 -0.06 0.168 0.119 -0.267
O -2.843 -2.793 0.092 0.035 -0.343 -0.321
O 3.159 -2.559 -6.569 -0.424 -0.448 0.186
O -5.611 -0.382 24.105 0.069 -0.227 -0.009
O -4.363 -4.42 23.213 0.014 -0.119 0.513
O 2.865 -6.017 24.316 -0.157 -0.443 -0.028
O 0.66 5.823 25.682 0.187 -0.293 0.134
O -10.733 3.663 24.878 -0.016 -0.047 -0.252
O -6.909 3.822 23.357 0.452 -0.049 0.073
O -0.917 -6.497 23.056 0.137 -0.113 0.002
O 1.193 6.543 23.183 0.265 0.128 0.271
O 2.613 8.159 -0.132 0.222 0.298 -0.383
O -4.599 3.418 -4.928 0.495 0.13 -0.136
O 2.195 0.402 -4.013 0.178 -0.006 -0.168
O -4.498 -6.879 26.278 0.148 -0.039 -0.491
O -3.85 6.027 23.051 -0.501 -0.388 0.236
O -0.224 1.066 -3.264 -0.409 -0.338 0.257
O -2.387 -1.999 -4.624 -0.062 -0.02 -0.554
O 4.789 -6.3 22.587 0.612 0.179 -0.085
O 1.371 -4.225 22.97 -0.354 -0.173 0.091
O -6.725 -5.425 24.535 0.02 0.117 0.173
O 1.221 2.436 25.815 0.121 -0.039 0.047
O -10.483 -2.646 24.579 0.405 0.003 -0.097
O -5.719 2.523 -0.448 -0.017 0.227 -0.21
O 4.249 -3.762 -2.11 0.017 -0.165 0.625
O -9.076 1.691 25.227 0.058 -0.081 0.339
O -9.643 6.901 25.4 0.172 -0.439 0.585
O -9.167 -4.293 23.112 0.051 -0.431 0.052
O -0.53 -3.22 -6.075 0.075 -0.108 0.293
O -4.484 1.761 23.013 -0.358 0.107 0.389
O -10.323 -4.768 0.391 -0.045 -0.183 -0.474
O 3.754 -1.63 23.296 -0.423 0.197 0.356
O -7.203 -6.632 -2.172 0.506 -0.232 -0.492
O -3.584 6.985 -2.056 -0.129 0.254 -0.607
O 1.367 -7.802 -6.13 -0.002 -0.36 0.349
O 4.245 5.899 24.929 -0.24 0.143 0.22
O 0.434 0.995 -5.895 -0.067 0.411 -0.027
O -9.531 6.849 22.882 -0.151 -0.081 0.111
O 2.887 -1.585 -2.492 0.073 -0.127 -0.009
O -2.697 8.141 22.107 -0.038 0.151 0.21
O 4.202 2.881 -3.884 -0.324 -0.114 0.093
O -2.519 -2.608 23.258 0.154 -0.132 -0.866
O -2.193 -1.408 -2.019 -0.042 0.573 0.04
O 0.776 6.456 0.349 -0.137 0.192 0.307
O -1.364 -0.661 0.426 -0.334 0.297 0.078
O -1.298 -0.797 -6.666 -0.694 0.22 -0.084
O -1.059 5.889 -2.163 0.262 -0.309 0.289
O 4.685 0.267 -3.258 0.227 0.339 0.415
O -7.803 -4.936 -0.35 0.13 -0.259 0.293
O -10.589 -3.051 -6.811 -0.018 0.267 -0.306
O -8.205 -7.585 24.056 -0.508 0.298 0.354
O 0.535 4.043 23.798 -0.575 -0.305 -0.286
O 4.208 -6.583 1.009 0.169 -0.071 -0.184
O -7.246 -6.909 -6.483 0.449 0.205 -0.029
O -8.802 0.257 -1.482 0.196 -0.165 0.021
O 1.436 1.635 23.281 0.233 -0.154 0.294
O -9.852 -6.868 -6.817 -0.009 0.211 -0.605
O -6.741 -0.137 -2.905 0.076 -0.107 -0.163
O -5.109 8.016 -6.541 -0.194 0.551 -0.331
O -10.697 2.093 -1.546 -0.381 -0.031 0.248
O -4.408 1.02 -2.091 0.648 0.428 -0.217
O 2.817 -8.049 22.08 -0.23 -0.14 0.512
O 2.125 4.121 -4.965 0.076 0.207 0.334
O 1.238 7.146 -2.186 0.417 0.016 -0.204
O -9.874 -3.422 -3.567 0.015 0.064 -0.563
O -8.241 -0.533 24.225 -0.087 0.004 0.162
O -4.92 6.575 0.24 -0.089 -0.042 0.008
O -2.648 -6.206 -3.466 -0.476 -0.058 -0.263
O -0.988 -1.298 25.031 0.202 -0.379 0.157
O -8.638 -4.154 25.701 -0.122 -0.223 0.595
O 4.69 -7.821 24.706 -0.217 -0.051 -0.169
O 3.612 -0.089 -7.406 -0.127 0.128 -0.076
O -3.011 7.974 -4.954 -0.216 -0.147 0.392
O 2.961 6.519 -6.908 -0.373 -0.391 -0.063
O -7.369 6.202 24.314 0.535 0.254 -0.288
O -2.663 7.81 0.152 0.496 -0.304 -0.12
O 4.953 -1.535 -4.941 -0.4 -0.178 0.307
O 3.457 2.352 -6.39 -0.482 -0.065 -0.022
O -1.512 -7.133 25.561 -0.287 -0.262 -0.254
O -9.18 -0.107 -4.095 0.197 0.372 -0.36
O 5.383 -5.843 -3.066 -0.343 -0.208 0.583
O 2.871 0.79 -1.431 0.663 -0.146 0.359
O -2.978 -5.514 -0.956 0.439 -0.315 0.323
O -7.995 5.214 -3.868 -0.374 0.061 -0.51
O -3.146 4.649 25.138 0.165 -0.224 0.301
O 4.135 3.805 0.459 0.049 0.144 0.347
O 4.975 4.491 -2.06 -0.232 0.428 -0.561
O -0.81 -4.77 -2.222 0.2 -0.093 -0.325
O -3.179 -3.696 -2.86 -0.651 -0.031 0.066
O -0.888 8.136 -3.35 0.154 0.247 0.529
O 0.334 6.024 -4.446 0.133 0.208 -0.448
O -1.419 2.774 -1.662 -0.368 -0.325 -0.332
O 0.395 -5.402 25.038 -0.093 0.192 0.474
O 3.899 -1.638 25.947 -0.18 0.37 0.477
O -8.479 -4.596 -6.687 0.501 0.256 0.114
O -2.993 4.703 -0.95 -0.148 -0.026 0.162
O -10.762 6.922 -6.826 0.674 -0.055 -0.227
O 0.507 -5.402 -6.925 0.904 0.161 0.046
O -3.956 -2.983 25.417 0.121 0.207 -0.033
O -7.094 2.749 -4.417 -0.248 -0.376 -0.17
O -5.422 -4.883 -1.548 0.146 0.438 -0.31
O -5.631 -7.824 24.216 0.47 -0.489 -0.424
O -2.993 -0.113 23.911 0.183 0.098 -0.053
O -7.481 -3.924 -2.751 0.334 -0.212 -0.476
O 4.307 -4.085 -4.78 -0.521 -0.395 -0.119
O 3.036 3.545 24.355 0.144 -0.04 0.235
O 2.439 -3.667 25.244 -0.204 0.371 -0.501
O -2.09 -4.745 -7.504 -0.344 -0.374 0.474
O -2.96 4.96 -3.624 0.516 -0.248 -0.122
O -9.385 -7.874 -2.405 -0.481 -0.218 0.271
O -6.774 -2.721 24.54 0.32 -0.053 0.14
O -5.465 5.597 -3.682 0.082 0.1 0.198
O -10.698 -8.019 -4.598 -0.275 -0.411 0.276
O -2.737 7.363 -7.534 -0.321 0.029 -0.14
O -8.829 -6.189 -4.517 0.442 0.49 0.091
O -0.17 3.557 -3.892 -0.635 -0.126 -0.041
O -10.816 0.857 -5.833 0.383 0.344 -0.11
O 3.91 -7.384 -6.459 0.074 0.562 0.366
O -4.851 -7.339 -0.745 -0.421 -0.231 -0.215
O 5.382 -5.233 24.873 -0.139 0.096 0.139
O 4.53 4.672 -5.848 0.388 0.078 0.09
O -6.015 2.266 -6.795 -0.315 -0.025 -0.115
O -0.046 4.273 -6.465 -0.302 -0.06 0.008
O -5.718 4.592 25.637 0.043 -0.268 0.003
O -4.412 6.851 25.935 0.37 0.125 -0.06
O -3.992 5.744 -5.907 -0.095 -0.277 -0.391
O 0.125 -1.214 -4.498 0.322 -0.353 0.456
O 1.191 -1.038 -7.38 0.022 -0.544 -0.184
O -10.818 -0.054 24.392 -0.155 0.354 -0.236
O -6.955 7.546 -4.66 -0.373 0.174 0.201
O 1.65 -3.867 -1.968 0.134 -0.169 -0.715
O -7.48 6.796 -7.058 -0.394 -0.32 0.298
O -4.485 -1.341 -3.301 -0.536 -0.28 -0.328
O -8.259 4.111 25.658 0.057 0.277 0.391
O 2.956 5.669 -0.918 -0.268 -0.126 -0.409

Results
total energy: -106913.731 eV
total energy less fixed offsets of O -438.25, Si -107.07 eV per atom: -1.531 eV
